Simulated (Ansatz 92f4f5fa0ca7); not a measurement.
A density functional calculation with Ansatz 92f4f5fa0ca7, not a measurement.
Periodic cell of 221 atoms, Si132O87H1N1, from a study of silicon, its oxide and their interface. The atomic structure is a simulated model.
Doubt: the cutoff is far below the 930 eV that the study's wrapper takes by default for these files, so forces and energies are approximate.
This geometry differs little from another in the collection (a relaxation step or a small displacement).

Settings
functional: PBE
potential files: Ansatz PAW
basis: plane waves
wave-function cutoff: 580 eV
density cutoff ratio: 5
exchange-correlation grid ratio: 1
k mesh: 1 x 1 x 1, Gamma-centred
self-consistency stop: 5e-08 eV per atom in the density residual
occupations: fixed
spin: none
net charge: 0

Cell vectors (angstrom)
a	10.938	0	0
b	0	10.938	0
c	0	0	32.5304

Atoms: element, x, y, z (angstrom)
Si	-0.2602	0.2903	25.1408
Si	5.6564	-0.28	25.1284
Si	2.3752	2.9874	25.0616
Si	8.4554	2.5236	25.0988
Si	0.1292	5.2454	24.933
Si	5.2213	5.7797	25.0731
Si	2.9695	8.0149	25.0217
Si	7.9028	8.4293	25.0723
Si	1.307	1.4282	26.4519
Si	6.8151	1.3732	26.3537
Si	4.0497	4.1291	26.3014
Si	9.5708	4.1245	26.3921
Si	1.321	6.8438	26.263
Si	6.7872	6.8733	26.4296
Si	4.0747	9.5467	26.4368
Si	9.5248	9.5807	26.3573
Si	2.7107	0.0255	27.747
Si	8.1816	0.0142	27.757
Si	-0.0328	2.7784	27.8096
Si	5.4356	2.762	27.6999
Si	2.6987	5.4943	27.7115
Si	8.1849	5.4871	27.7397
Si	-0.0117	8.2091	27.6991
Si	5.4471	8.2182	27.8134
Si	4.1018	1.3673	29.1122
Si	9.5708	1.3673	29.1122
Si	1.3673	4.1018	29.1122
Si	6.8362	4.1018	29.1122
Si	4.1018	6.8362	29.1122
Si	9.5708	6.8362	29.1122
Si	1.3673	9.5708	29.1122
Si	6.8362	9.5708	29.1122
Si	0	0	30.4794
Si	5.469	0	30.4794
Si	2.7345	2.7345	30.4794
Si	8.2035	2.7345	30.4794
Si	0	5.469	30.4794
Si	5.469	5.469	30.4794
Si	2.7345	8.2035	30.4794
Si	8.2035	8.2035	30.4794
Si	1.3673	1.3673	31.8467
Si	6.8362	1.3673	31.8467
Si	4.1018	4.1018	31.8467
Si	9.5708	4.1018	31.8467
Si	1.3673	6.8362	31.8467
Si	6.8362	6.8362	31.8467
Si	4.1018	9.5708	31.8467
Si	9.5708	9.5708	31.8467
Si	2.7345	0	0.6835
Si	8.2035	0	0.6835
Si	0	2.7345	0.6835
Si	5.469	2.7345	0.6835
Si	2.7345	5.469	0.6835
Si	8.2035	5.469	0.6835
Si	0	8.2035	0.6835
Si	5.469	8.2035	0.6835
Si	4.1018	1.3673	2.0507
Si	9.5708	1.3673	2.0507
Si	1.3673	4.1018	2.0507
Si	6.8362	4.1018	2.0507
Si	4.1018	6.8362	2.0507
Si	9.5708	6.8362	2.0507
Si	1.3673	9.5708	2.0507
Si	6.8362	9.5708	2.0507
Si	0	0	3.418
Si	5.469	0	3.418
Si	2.7345	2.7345	3.418
Si	8.2035	2.7345	3.418
Si	0	5.469	3.418
Si	5.469	5.469	3.418
Si	2.7345	8.2035	3.418
Si	8.2035	8.2035	3.418
Si	1.4314	1.2987	4.7827
Si	6.8685	1.3583	4.8624
Si	4.176	4.0323	4.7923
Si	9.5873	4.0672	4.7673
Si	1.4053	6.7981	4.741
Si	6.7767	6.8662	4.73
Si	4.1216	9.5622	4.8242
Si	9.5602	9.6199	4.7444
Si	2.8161	-0.0216	6.2659
Si	8.2696	0.0187	6.259
Si	0.0412	2.6765	6.0916
Si	5.5809	2.7434	6.3254
Si	2.7548	5.3987	6.0773
Si	8.1589	5.4748	5.9976
Si	0.0436	8.2304	5.9811
Si	5.4579	8.1913	6.2274
Si	3.9371	1.6234	7.6361
Si	10.0149	1.1019	7.5358
Si	1.6104	3.806	7.385
Si	6.7335	4.4784	7.5831
Si	4.2728	6.5166	7.4421
Si	9.3594	7.0686	7.1488
Si	1.1901	9.6458	7.4425
Si	7.1504	9.2762	7.4996
O	1.2762	4.1136	24.4978
O	6.7839	9.5621	24.5879
O	2.7502	2.7308	7.8994
O	8.3045	8.1365	7.8524
O	5.4852	5.4999	7.9552
O	0.1034	-0.143	7.9048
O	4.1001	6.8917	24.5423
O	9.5613	1.3944	24.585
O	1.6551	8.8383	8.8064
O	0.9309	4.2658	8.8084
O	9.8395	1.8126	9.0308
O	6.5906	9.8162	8.9552
O	4.4548	1.2219	9.1515
O	3.4311	6.8737	8.8143
O	7.5345	4.194	9.0146
O	10.0588	6.1731	8.304
O	2.9026	2.1534	23.7369
O	4.8379	0.252	23.803
O	7.9189	3.3144	23.7537
O	10.303	5.7787	23.5459
O	8.4286	7.6913	23.6956
O	2.4349	8.7614	23.6428
O	6.0356	5.2643	23.73
O	0.5333	10.6469	23.8294
Si	3.1324	9.2282	11.9319
Si	8.1946	4.7959	10.3941
Si	7.0437	4.788	17.4696
Si	4.2941	1.6057	23.0933
Si	12.3539	3.3196	19.2495
Si	7.9141	-2.9575	14.5359
Si	1.0852	9.3841	22.9722
Si	4.0269	12.9174	20.0831
Si	-2.3871	2.9549	12.6637
Si	-3.937	14.2084	20.1199
Si	1.0933	-4.5766	18.512
Si	0.8028	11.1403	12.4546
Si	10.2651	9.783	14.8683
Si	-6.0504	3.1758	16.0281
Si	7.1498	10.2358	10.4389
Si	0.6379	17.68	15.4713
Si	-1.4035	4.2009	15.4288
Si	-0.0081	5.4246	9.4261
Si	5.0451	7.4935	13.5018
Si	6.5541	3.8741	23.064
Si	7.453	7.7254	17.3741
Si	9.7756	1.0961	10.5069
Si	2.1503	11.6281	18.1699
Si	9.7598	1.8913	19.7529
Si	4.5679	0.7652	10.7136
Si	2.9849	2.198	12.9988
Si	2.1938	7.5375	9.6383
Si	5.8678	9.5932	15.6128
Si	3.1409	5.0565	14.3553
Si	9.7019	7.1437	22.8386
Si	11.2672	10.2436	20.2312
Si	7.3285	-3.5908	11.7844
Si	-1.3983	7.5776	19.7792
Si	3.6044	0.5573	15.7506
Si	9.5919	12.3703	16.5584
Si	7.0192	1.5128	14.7858
O	4.3077	10.0093	15.8258
O	10.1914	-0.0628	16.1318
O	8.5661	0.0426	10.3595
O	0.1577	8.3092	15.0368
O	4.3261	-4.8071	14.0317
O	2.8138	14.0548	20.1199
O	1.828	6.0267	14.563
O	-1.7806	14.8315	13.8578
O	-2.8931	1.5848	16.0457
O	-1.0978	4.7668	10.4404
O	10.4857	-4.4456	19.0211
O	8.3751	7.4357	16.0269
O	-3.2129	1.7226	13.339
O	3.4094	12.1492	14.2631
O	1.3581	9.9263	21.4612
O	8.2173	7.1088	13.1735
O	8.2646	2.2381	20.329
O	10.2868	8.9966	19.955
O	4.0656	1.2525	21.5354
O	-3.5446	8.9094	11.3475
O	6.8156	4.1381	21.4876
O	8.2653	7.8821	18.7846
O	12.1648	10.5075	18.898
O	6.5697	6.3563	17.5194
O	-2.725	4.5096	16.3619
O	9.6275	2.2116	11.6877
O	10.721	10.7805	13.6615
O	5.9208	2.7451	14.8235
O	6.4082	10.9569	14.886
O	-0.5194	16.5134	15.4507
O	-2.1999	-1.5525	14.4339
O	4.0179	1.9084	11.7514
O	-7.3751	11.7626	19.0096
O	2.788	7.9032	11.094
O	5.7825	6.9925	12.1362
O	2.0876	-3.7305	19.493
N	6.1904	8.2384	14.5741
O	9.2011	6.9746	21.2786
O	1.4823	12.6193	12.6351
O	-0.0455	8.2324	22.9175
O	6.576	9.1015	17.0443
O	-3.441	4.3025	18.9566
O	2.2541	0.241	16.6044
O	-0.0509	3.0906	19.9802
O	1.4656	4.7819	18.5722
O	3.7619	10.3043	10.8929
O	5.4024	2.764	23.2979
O	3.6529	4.1779	15.646
O	5.5472	13.4901	19.7816
O	-3.2745	3.9133	11.6689
O	4.0371	8.7324	13.1805
O	6.1126	0.3857	11.0787
O	9.5893	1.4907	18.1788
O	-0.6399	13.7684	15.9837
O	4.3719	1.7361	16.6008
O	1.4648	13.1038	18.0945
O	5.7075	-7.0044	17.1776
O	0.9865	6.5313	10.0669
O	1.2265	6.9109	16.9819
O	1.8375	9.9083	12.5938
O	7.7884	6.3683	10.5838
O	11.0767	0.2135	10.9619
O	10.3265	11.5328	20.5705
O	2.9269	3.8293	13.2517
H	2.6548	-3.0541	19.0935

Results
free energy: -133795.210 eV
free energy less fixed offsets of H -15.97, N -385.13, O -568.88, Si -635.61 eV per atom: -1.030 eV

Forces (eV/angstrom), in the order of the atoms: element, x, y, z
Si	-0.0816	0.1306	-0.1173
Si	0.0933	-0.1535	-0.0763
Si	-0.1676	0.1166	-0.15
Si	0.1006	-0.053	-0.0505
Si	0.0646	-0.1184	-0.0501
Si	-0.0999	0.1752	-0.1384
Si	0.1408	-0.095	-0.0608
Si	-0.1648	0.0961	-0.1297
Si	-0.047	0.0308	0.0748
Si	0.0439	-0.03	0.0571
Si	-0.0284	0.0247	0.0761
Si	0.0556	-0.0406	0.0562
Si	0.0257	-0.0436	0.0436
Si	-0.0341	0.0474	0.0905
Si	0.0423	-0.0494	0.0611
Si	-0.0311	0.028	0.0844
Si	0.0106	-0.0214	-0.0168
Si	-0.0075	0.0024	-0.0308
Si	-0.006	0.0171	-0.0405
Si	0.0162	-0.0182	-0.0075
Si	-0.0036	0.0075	0.0032
Si	0.0124	-0.0089	-0.0288
Si	0.0017	-0.0046	-0.0248
Si	-0.0051	-0.0005	-0.0476
Si	0.0247	0.1284	-0.1408
Si	-0.179	-0.0044	0.2505
Si	0.1066	0.2815	0.2156
Si	-0.1277	-0.0175	-0.2009
Si	-0.287	-0.1704	0.1653
Si	0.0468	0.0676	-0.1757
Si	-0.1183	-0.0481	-0.1827
Si	0.0201	0.1577	0.3285
Si	-0.0328	-0.0249	-0.0162
Si	0.0834	-0.0151	0.0039
Si	0.0269	0.0437	-0.0179
Si	-0.0174	-0.1167	0.0038
Si	0.0784	0.0061	-0.0063
Si	-0.0675	-0.0447	-0.0128
Si	0.0192	-0.07	-0.0029
Si	0.0237	0.0363	-0.019
Si	-0.0013	0.0039	-0.02
Si	-0.027	0.066	-0.0044
Si	0.0196	-0.02	0.0026
Si	0.0122	0.0627	-0.0373
Si	-0.0855	0.006	-0.0195
Si	0.0065	0.021	-0.0252
Si	-0.0461	0.0185	-0.0289
Si	-0.0126	-0.009	-0.0052
Si	0.0482	-0.0419	0.0276
Si	0.0002	-0.0108	0.0096
Si	-0.0216	-0.0273	0.0146
Si	0.0215	-0.0401	0.0285
Si	0.0013	0.0464	0.0017
Si	0.007	-0.0418	0.0243
Si	0.0635	-0.0144	0.0214
Si	0.0006	-0.0034	0.0187
Si	-0.052	0.0792	0.0011
Si	0.0526	0.0378	-0.0029
Si	-0.0169	0.0319	0.0126
Si	-0.0194	0.0564	0.0221
Si	-0.0312	-0.0621	-0.0225
Si	-0.0249	0.0197	0.0271
Si	-0.0891	0.0081	0.0102
Si	0.0688	0.0063	-0.0131
Si	0.1956	0.1179	-0.322
Si	0.1445	0.0515	0.4221
Si	0.2862	-0.2838	0.0207
Si	-0.0798	-0.2342	0.0854
Si	-0.0036	-0.1848	-0.1596
Si	-0.2325	-0.1488	-0.3109
Si	0.255	0.0828	-0.0051
Si	-0.129	0.1991	-0.1725
Si	0.0207	0.045	0.0045
Si	0.0017	0.0294	0.0453
Si	0.0405	-0.0307	0.0538
Si	-0.0367	0.0111	0.0138
Si	-0.0151	0.0005	0.0133
Si	0.0145	0.0123	0.1016
Si	0.0028	0.0187	0.0717
Si	-0.0622	-0.0505	0.0472
Si	0.0275	0.0071	-0.0033
Si	0.015	-0.0281	0.0126
Si	0.0424	-0.0325	-0.0399
Si	-0.0541	0.0618	-0.0016
Si	0.0325	-0.0416	-0.0167
Si	-0.0725	0.07	-0.0423
Si	-0.0154	0.0499	0.0278
Si	0.0523	-0.0139	-0.0535
Si	-0.0398	0.0028	-0.0192
Si	-0.0524	-0.0595	0.0421
Si	0.1303	-0.1553	0.1416
Si	-0.1231	-0.0221	-0.0182
Si	0.1844	-0.1054	0.2312
Si	-0.1133	0.0593	-0.0321
Si	0.0557	0.0652	-0.0017
Si	0.0455	-0.0384	-0.0746
O	0.023	-0.0192	0.0378
O	0.0253	0.0173	0.0522
O	-0.0705	0.0722	-0.0516
O	0.0302	0.0036	-0.0084
O	-0.1155	0.0977	-0.0284
O	-0.0189	-0.0272	-0.0515
O	0.0099	-0.0302	0.0546
O	0.0144	-0.035	0.0613
O	0.006	-0.0149	0.0025
O	0.0305	-0.029	-0.1529
O	0.0073	-0.001	-0.0256
O	0.0038	-0.0065	0.0201
O	0.0062	-0.0065	0.0027
O	-0.0419	0.0472	-0.1467
O	0.0179	0.0266	-0.0276
O	-0.0084	0.0132	-0.0355
O	0.0071	0.0093	0.0939
O	-0.0073	0.0185	0.0478
O	-0.0179	0.0071	0.0353
O	-0.0134	0.0161	0.0238
O	0.0183	-0.0075	0.0737
O	-0.0179	0.0176	0.0363
O	0.0069	-0.0279	0.0685
O	-0.006	-0.004	0.0741
Si	-0.0204	0.0085	-0.0041
Si	-0.0262	-0.0077	0.0747
Si	0.0096	-0.0141	0.0267
Si	0.0028	-0.0103	-0.085
Si	-0.0074	-0.0158	-0.0086
Si	-0.0017	-0.0058	-0.0286
Si	0.0064	-0.0045	-0.0737
Si	0.0179	0.005	-0.0301
Si	-0.0158	0.004	0.0015
Si	-0.0103	0.001	-0.0331
Si	-0.0078	0.0018	-0.0019
Si	0.0044	0.0107	0.0341
Si	0.012	0.0097	-0.033
Si	0.0044	-0.0153	-0.0087
Si	0.0181	0.0274	0.0865
Si	0.0105	0.0077	0.0002
Si	-0.0192	-0.0285	-0.0323
Si	-0.005	0.0178	0.1104
Si	-0.0116	-0.0049	-0.0267
Si	-0.0048	0.0117	-0.0839
Si	0.0037	-0.0057	-0.0027
Si	0.0039	-0.016	0.0784
Si	-0.0145	-0.0078	0.0023
Si	0.0058	-0.004	-0.0167
Si	0.0307	-0.0111	0.0295
Si	-0.0505	-0.0193	-0.0061
Si	0.1197	-0.0141	0.103
Si	0.0059	0.0036	-0.0166
Si	0.0083	-0.0092	-0.0172
Si	-0.0066	0.004	-0.0653
Si	0.0089	0.0113	-0.0388
Si	-0.0154	-0.0242	0.0264
Si	0.0075	-0.0033	-0.0078
Si	-0.0098	0.0114	-0.0271
Si	0.0041	-0.0056	0.0081
Si	0.0176	-0.0032	-0.0374
O	0.0038	-0.0056	0.0163
O	-0.0015	0.0052	0.0011
O	0.0105	-0.0344	-0.0203
O	0.0017	-0.0104	0.0054
O	-0.0102	-0.0062	0.0176
O	0.0008	-0.0031	0.0147
O	-0.0039	-0.0043	0.0021
O	0.0058	0.0093	0.0213
O	-0.0017	0.007	0.0173
O	0.0235	0.0024	-0.0382
O	0.0071	0.0006	0.0049
O	0.0064	-0.0027	0.0041
O	-0.0022	0.0047	0.0152
O	0.0025	0.0118	0.0081
O	0.003	-0.0064	0.0343
O	0.0045	0.0025	0.0189
O	-0.0011	0.0031	0.0102
O	0.0031	-0.0026	0.0081
O	0.0011	0.0012	0.0308
O	-0.0111	0.0193	-0.0379
O	-0.0007	-0.0052	0.032
O	-0.0079	0.002	-0.0162
O	0.0019	0.0091	0.0115
O	0.0017	0.0103	-0.0059
O	0.0121	0.0087	-0.0076
O	0.0164	-0.0188	-0.0224
O	0.0444	-0.0205	-0.0475
O	-0.0076	0.0049	0.0144
O	-0.001	-0.0002	0.017
O	-0.0008	0.0102	0.0039
O	0.0075	0.0047	0.019
O	-0.0313	0.0006	0.0143
O	0.0022	0.0047	0.0105
O	-0.0527	0.0452	-0.1087
O	0.0007	0.0012	0.0099
O	0.0401	0.0373	-0.0435
N	0.0022	-0.0045	0.0121
O	0.0041	-0.006	0.0282
O	0.0366	-0.0054	0.0123
O	0.0036	0.0006	0.0377
O	-0.0056	0.0045	0.0101
O	-0.0004	0.0047	0.0028
O	0.0147	0.0005	-0.0013
O	0.0057	0.002	0.005
O	0.0051	0.0032	0.0104
O	-0.0313	-0.0598	0.019
O	0.004	0.0025	0.0288
O	-0.009	0.0011	0.0099
O	-0.0056	-0.001	0.0161
O	-0.0013	0.0027	-0.018
O	-0.0066	-0.0046	-0.0113
O	0.0027	-0.004	-0.0494
O	0.0012	0.0029	-0.0131
O	0.003	0.0048	0.0055
O	0.0056	0.0015	0.015
O	0.0021	0.0082	0.008
O	-0.0095	-0.002	-0.0044
O	0.0055	-0.0098	-0.0329
O	0.0015	0.006	-0.0013
O	0.0409	0.0156	-0.0423
O	0.0021	0.0182	-0.0186
O	-0.0104	0.0232	-0.012
O	0.0073	0.0036	0.0177
O	0.0143	0.0091	0.0129
H	-0.0491	-0.0493	0.0318

The program warned: the cutoff lies below the one the program advises for these potential files; the forces do not sum to zero within the program's tolerance; the exchange-correlation potential is rough where the density is thin.
